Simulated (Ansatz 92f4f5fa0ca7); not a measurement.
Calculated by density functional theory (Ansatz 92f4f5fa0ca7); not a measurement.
Periodic cell of 252 atoms, Si144O100N8, from a study of silicon, its oxide and their interface. The atomic structure is a simulated model.
Doubt: the cutoff is far below the 930 eV that the study's wrapper takes by default for these files, so forces and energies are approximate.
This geometry differs little from another in the collection (a relaxation step or a small displacement).

Settings
functional: PBE
potential files: Ansatz PAW
basis: plane waves
wave-function cutoff: 580 eV
density cutoff ratio: 5
exchange-correlation grid ratio: 1
k mesh: 1 x 1 x 1, Gamma-centred
self-consistency stop: 5e-08 eV per atom in the density residual
occupations: fixed
spin: none
net charge: 0

Cell vectors (angstrom)
a 10.938 0 0
b 0 10.938 0
c -1.9408 -5.264 35.3339

Atoms: element, x, y, z (angstrom)
Si -0.1607 -7.0258 27.611
Si 2.4196 -4.1915 27.8433
Si -0.7427 -0.8828 28.0051
Si 2.094 -9.3043 27.8731
Si -6.1759 -6.3381 27.7905
Si -3.4488 -3.6517 27.8955
Si 5.1828 -1.4768 27.9379
Si -2.9372 -9.5916 28.001
Si 0.8216 -5.3691 29.0768
Si 3.5516 -2.6037 29.1927
Si 0.8672 -10.7282 29.2858
Si 3.6388 -8.0042 29.0971
Si -4.6094 -5.2596 29.1749
Si -1.8893 -2.525 29.2296
Si 6.3154 0.1828 29.1834
Si -1.7781 -7.9774 29.1738
Si -0.5194 -3.9632 30.5066
Si 2.2069 -1.2171 30.5666
Si -0.5172 -9.3618 30.6081
Si 2.1979 -6.6909 30.5117
Si 4.9325 -3.9295 30.5777
Si 7.6491 -1.1807 30.5915
Si 4.9311 1.554 30.5274
Si -3.2545 -6.662 30.5157
Si -1.9408 -5.264 31.9156
Si 0.7937 -2.5295 31.9156
Si -1.9408 0.205 31.9156
Si 0.7937 -7.9985 31.9156
Si 3.5282 -5.264 31.9156
Si 6.2627 -2.5295 31.9156
Si 3.5282 0.205 31.9156
Si 6.2627 -7.9985 31.9156
Si 1.3673 -1.3673 3.418
Si 4.1018 1.3673 3.418
Si 1.3673 4.1018 3.418
Si 4.1018 -4.1018 3.418
Si 6.8362 -1.3673 3.418
Si -1.3673 1.3673 3.418
Si 6.8362 4.1018 3.418
Si -1.3673 6.8362 3.418
Si 2.7443 -0.0327 4.6956
Si 5.3363 2.8564 4.6316
Si 2.6339 5.5437 4.8468
Si 5.4853 -2.7638 4.8151
Si -2.7529 -0.0063 4.8075
Si -0.0294 2.7948 4.8081
Si 8.2142 5.4637 4.7803
Si -0.1455 -2.6067 4.8828
Si 1.3624 1.3172 6.0154
Si 3.9946 4.06 6.1403
Si 1.2165 -3.9807 6.2422
Si 4.0611 -1.3866 6.1231
Si -4.2432 1.4733 5.8296
Si -1.4161 4.1488 6.2625
Si 6.8599 -4.1388 6.2128
Si -1.5799 -1.2902 6.5042
Si 0.1174 0.0229 7.5606
Si 3.0157 2.2896 7.3587
Si -0.3298 -5.1378 7.5988
Si 2.3422 -2.2989 7.4675
Si 5.3242 0.2287 7.1992
Si -3.1277 2.8712 7.2834
Si 5.6567 5.1339 7.3627
Si -2.7613 -3.0259 7.936
Si -0.5735 -6.6312 33.2829
Si 2.161 -3.8967 33.2829
Si -0.5735 -1.1622 33.2829
Si 2.161 1.5723 33.2829
Si 4.8955 -6.6312 33.2829
Si -3.308 -3.8967 33.2829
Si 4.8955 -1.1622 33.2829
Si 7.63 1.5723 33.2829
Si 0.7937 -5.264 34.6501
Si 3.5282 -2.5295 34.6501
Si 0.7937 0.205 34.6501
Si 3.5282 -7.9985 34.6501
Si -4.6753 -5.264 34.6501
Si -1.9408 -2.5295 34.6501
Si 6.2627 0.205 34.6501
Si -1.9408 -7.9985 34.6501
Si 1.3673 1.3673 0.6835
Si 4.1018 4.1018 0.6835
Si 1.3673 6.8362 0.6835
Si 4.1018 -1.3673 0.6835
Si 6.8362 1.3673 0.6835
Si -1.3673 4.1018 0.6835
Si 6.8362 -4.1018 0.6835
Si -1.3673 -1.3673 0.6835
Si 0 0 2.0507
Si 2.7345 2.7345 2.0507
Si 0 5.469 2.0507
Si 2.7345 -2.7345 2.0507
Si 5.469 0 2.0507
Si 8.2035 2.7345 2.0507
Si 5.469 5.469 2.0507
Si 8.2035 -2.7345 2.0507
Si -0.961 -2.2692 21.664
Si 6.3036 -5.966 17.2654
Si 6.2181 -8.2169 25.8868
Si -3.3451 -12.1132 23.5493
Si 12.062 -9.5916 14.8
Si 9.0037 -14.6525 14.7599
Si -2.593 3.0454 15.8245
Si -3.7212 7.464 10.882
Si 4.5643 -0.6252 22.9354
Si -10.7137 2.9329 20.0469
Si -1.7344 -1.3637 18.7779
Si 1.3218 3.0619 12.4613
Si -9.2775 -1.2069 23.1398
Si 1.2879 1.8177 9.6901
Si 9.3421 1.9302 9.5953
Si -2.9469 1.9855 23.6455
Si 4.0584 0.4306 25.8547
Si -2.2602 -3.5679 25.0697
Si 5.8294 -8.0264 19.1596
Si -0.3298 -7.2853 24.4635
Si -2.608 -7.5956 20.9219
Si -2.956 0.5003 11.9941
Si -0.7065 -0.8922 13.8734
Si 1.5781 6.8195 16.5427
Si -6.2534 -3.9869 15.7319
Si 0.2191 -6.8614 16.0183
Si -0.9174 7.0605 10.2793
Si -2.4606 -4.0802 17.9146
Si 9.3477 -5.1582 22.6798
Si -9.4807 1.9404 22.7594
Si 0.6493 -2.6 25.7246
Si -3.3888 -10.1955 17.6697
Si -4.7058 -2.8812 13.6887
Si 3.9745 0.7002 9.8275
Si 1.0896 8.4932 11.8624
Si 5.769 -1.2724 16.0182
Si -0.0709 -6.6128 10.1071
Si 3.9146 1.0614 15.8853
Si 5.0331 5.8397 10.2888
Si 4.3482 3.1433 11.744
Si 2.2337 1.0682 18.3705
Si 0.0988 5.8503 12.7717
Si -4.5434 -1.0748 9.665
Si 0.1302 -5.5383 18.6743
Si -10.3754 -1.0532 16.5982
Si 3.8187 1.4067 20.9298
Si -4.7585 2.179 13.86
Si 3.6467 -2.3254 10.3012
O 1.6133 -0.2015 17.5373
N -0.152 1.0712 9.0253
N 4.159 1.165 8.1347
O -1.877 -10.7418 27.4417
O -0.4598 -6.6988 26.0024
O -4.7304 -1.4208 14.4357
O -1.2956 6.1761 18.8515
O 0.58 5.0609 8.7807
O 8.1875 1.7611 8.4622
O 2.9356 2.9459 12.5175
O 5.4629 3.2864 12.9117
O -9.6777 -4.4789 18.1214
O 3.5824 -5.2644 27.3085
O 0.9849 -8.1885 27.4073
O 8.1687 -4.2006 26.4869
O -2.2768 -1.5881 22.3762
O 5.5637 -6.8104 26.4037
O 8.592 -6.1772 21.6735
O 13.64 0.9448 14.8135
O 0.4479 2.3192 21.5394
N -0.4172 5.6269 11.1344
O 0.8327 4.4486 13.1758
O -2.7592 -2.5829 18.4648
O 6.3134 -2.5751 27.4626
O -1.9289 -11.0691 13.0999
O -2.5305 0.0589 18.8838
O -2.6122 -4.5875 23.8375
O 4.3114 4.5313 10.9039
O 1.2474 -1.137 7.9439
N -1.4257 6.8898 8.5945
O -2.4357 1.6613 16.6955
O 7.3748 10.4929 10.8084
O 2.9586 -2.7994 8.903
O -3.4015 2.8138 14.4491
O -7.7813 6.8079 16.2091
O 0.5117 -1.8813 22.2258
O 6.6103 5.9431 10.7666
N 4.6792 -0.9166 10.0823
O -1.9185 -4.1122 16.352
O -9.8902 2.0808 18.9046
O -1.0485 -3.8967 21.7979
O 0.6916 1.7989 13.2869
O -4.189 3.9982 7.9019
O -0.0993 -6.7467 17.6021
O 1.0938 8.3611 16.212
O -0.9316 -1.7071 20.1408
O 7.032 -4.7936 18.1198
O 5.438 -5.3912 16.0257
O 0.0547 -1.4502 26.6971
O -3.4716 -3.7889 14.244
O 5.1048 -9.3389 26.2333
O -3.9764 -0.4926 16.7804
N 0.1769 10.8583 15.1705
O -1.4078 2.8632 19.9142
O -2.955 -8.7453 22.0319
O -7.971 0.6035 19.7703
O 0.3813 -1.2739 12.7212
O -1.2123 -7.2044 15.3169
O 2.5717 -1.9381 11.4595
O 5.2852 4.0749 18.1593
O 0.2458 -2.7405 10.4769
O -6.0962 -3.6561 14.122
O 2.6188 0.8881 26.4819
O 14.2875 -9.2265 17.3088
O -4.255 1.0001 12.8489
O 1.5705 -1.8649 24.6174
O -2.0874 1.5865 11.1185
O -7.7381 -1.5007 22.6013
O 4.8309 0.3559 21.6576
O -6.8237 0.2473 24.248
O -1.3419 -2.2091 14.5956
O -6.2974 -8.3596 20.1935
O 1.1454 7.1178 12.763
O 7.5372 -6.87 16.7611
O -1.4095 3.565 9.5582
O 0.6166 -6.3867 19.9964
O 1.6405 -3.6239 26.5077
O 5.9986 -1.3989 23.1558
O 1.0787 2.881 24.0571
O -4.2373 -8.1721 24.3247
O 1.0828 2.7077 15.7459
O -3.0961 -10.5509 23.955
O 4.3842 -0.4579 16.2176
O -0.7482 -1.2698 17.5064
O -0.4164 -6.0042 23.4446
O -3.397 -8.6651 26.7188
O 4.509 9.9618 26.5245
O 7.9241 -2.1318 24.8342
O -5.7503 1.7868 15.1229
O 4.3492 -3.7128 10.8043
O -5.483 -13.7239 16.5619
N 0.8051 3.0242 10.8367
N 7.0761 -2.6468 9.3414
O -2.1511 -3.4002 11.2498
O -1.0945 6.1825 13.8298
O 7.048 -7.3669 19.9827
O -0.6273 -3.3801 25.0647
O 4.9168 5.7836 8.6747
O -1.5513 -8.3554 24.2407
O -4.6153 1.5929 18.3242
O -4.4367 -0.3274 8.2272
O 0.9191 -5.3867 15.6758
O 1.3055 0.3847 23.2071
O 6.4293 8.26 12.0897
O 2.9483 2.1391 22.1146
O 4.6691 1.8559 10.7753
O 13.3014 0.6939 10.222
O 2.1055 2.7826 8.6415

Results
free energy: -151502.923 eV
free energy less fixed offsets of N -385.13, O -568.88, Si -635.61 eV per atom: -6.043 eV

Forces (eV/angstrom), in the order of the atoms: element, x, y, z
Si 0.0648 -0.0732 0.0088
Si 0.0697 -0.1289 -0.0687
Si -0.0628 0.1176 -0.0617
Si -0.0807 0.0819 -0.0437
Si -0.0627 0.1296 -0.1301
Si -0.1074 0.0434 -0.0472
Si 0.0315 -0.0823 0.0431
Si 0.0615 -0.0271 0.0027
Si 0.0434 -0.0333 0.0116
Si 0.0717 0.0331 0.0247
Si 0.0004 0.0235 0.0121
Si -0.0051 -0.0532 0.0579
Si -0.0364 0.0377 0.0361
Si -0.0272 0.0244 0.0808
Si 0.0241 -0.0256 0.0352
Si 0.0587 -0.0309 0.0018
Si -0.0351 0.0315 -0.006
Si -0.0255 0.0111 -0.0255
Si -0.0475 -0.0253 -0.055
Si 0.0047 0.0407 0.0117
Si -0.0096 -0.0404 -0.0493
Si 0.0162 0.0049 -0.0824
Si 0.0084 0.0469 -0.0334
Si 0.0078 0.0298 0.0011
Si 0.1152 -0.0431 -0.1835
Si 0.0517 -0.3659 -0.0893
Si 0.081 0.1024 0.2205
Si 0.4246 0.1397 0.3918
Si -0.0563 -0.2388 -0.066
Si -0.0123 -0.05 0.2976
Si 0.1575 -0.0067 -0.0888
Si 0.2136 -0.0834 -0.1944
Si -0.5784 -0.2508 -0.0905
Si -0.361 -0.0779 -0.9065
Si -0.1491 0.3165 0.1623
Si -0.0741 -0.1501 0.3932
Si 0.0315 -0.1747 0.1603
Si 0.064 -0.0105 0.3534
Si 0.0708 0.521 -0.5491
Si -0.0224 0.3603 0.2383
Si 0.0304 0.0388 0.1592
Si -0.0555 0.0279 0.0571
Si 0.0127 -0.0778 0.0467
Si -0.0669 0.0373 0.0484
Si -0.0073 0.0021 0.0474
Si 0.0609 -0.0004 0.0708
Si -0.0346 0.0748 0.1113
Si -0.0113 -0.0213 -0.0023
Si -0.0877 -0.1032 -0.1658
Si 0.0604 0.1276 -0.1557
Si 0.0708 0.011 -0.222
Si -0.0351 -0.123 -0.3011
Si 0.0453 -0.0221 -0.1338
Si 0.0074 -0.1023 -0.3032
Si 0.1867 -0.0387 0.0113
Si -0.1558 -0.1311 -0.2068
Si 0.1225 0.2011 0.2061
Si 0.0924 -0.1479 0.1418
Si -0.1428 0.232 0.346
Si -0.1269 0.1151 0.3598
Si -0.0171 0.2354 0.2276
Si -0.1864 0.05 0.2186
Si 0.0861 -0.0966 0.0248
Si -0.09 0.06 -0.0412
Si 0.0486 0.0494 -0.0093
Si -0.0217 -0.006 -0.002
Si -0.0657 0.0398 -0.0222
Si -0.0492 0.0923 0.0062
Si -0.0851 0.0678 -0.0232
Si -0.0391 0.0848 -0.0242
Si 0.0484 0.0294 -0.0017
Si 0.0196 0.0094 0.0213
Si -0.0039 0.0115 -0.0058
Si -0.0094 -0.0066 -0.0198
Si 0.0599 -0.0398 -0.0306
Si 0.0833 -0.1125 -0.0199
Si 0.0347 -0.0227 -0.0316
Si 0.0346 -0.068 -0.0233
Si -0.037 -0.032 -0.0016
Si 0.04 -0.0005 -0.012
Si -0.0556 0.1013 -0.0012
Si -0.0248 0.0063 0.0376
Si 0.0136 -0.0457 -0.0191
Si -0.0119 0.0512 0.0225
Si 0.0093 -0.0055 -0.0086
Si -0.0261 0.0558 0.0325
Si -0.0751 0.0994 0.0024
Si -0.0407 0.0236 0.0435
Si 0.1234 0.0333 -0.0072
Si 0.0044 -0.1654 -0.0425
Si 0.1352 0.0491 0.031
Si -0.1246 -0.1312 0.0377
Si 0.011 0.0533 0.0157
Si -0.085 -0.084 0.0328
Si 0.118 -0.025 -0.0652
Si -0.0404 -0.1223 -0.0067
Si -0.016 -0.0003 0.0703
Si -0.0006 0.0129 -0.0044
Si -0.0012 0.0138 -0.0602
Si 0.0032 -0.0114 -0.0421
Si -0.0005 0.0075 -0.0169
Si 0.0086 -0.0001 -0.0408
Si -0.0196 0.011 -0.0209
Si -0.0051 0.0136 -0.0693
Si 0.0134 -0.0464 -0.0529
Si -0.0088 -0.0083 0.0893
Si 0.0156 -0.0036 0.0789
Si 0.0102 -0.014 -0.0068
Si 0.0155 0.0105 -0.0312
Si -0.0334 -0.1127 -0.0442
Si 0.0373 -0.0934 -0.0147
Si 0.035 -0.0249 -0.0412
Si -0.0198 0.0011 -0.0423
Si -0.0252 0.0238 -0.0939
Si 0.0075 0.0059 0.0669
Si -0.01 0.0019 -0.0649
Si 0.0143 -0.0141 0.107
Si 0.0171 0.0044 -0.0073
Si -0.0077 -0.019 -0.0437
Si 0.0176 -0.0086 0.0056
Si 0.0146 0.006 -0.0268
Si 0.0101 -0.0133 -0.0037
Si -0.0197 0.0432 -0.0312
Si 0.012 0.0045 0.0119
Si 0.0004 0.0098 0.0187
Si -0.0189 -0.0001 0.0171
Si 0.0131 0.0161 -0.033
Si 0.0022 -0.0027 0.0303
Si 0.0133 0.0097 -0.0161
Si -0.0062 -0.0048 -0.0316
Si -0.0145 -0.0077 -0.0026
Si -0.0083 -0.0186 -0.0298
Si -0.026 -0.0297 0.0569
Si -0.0046 -0.0034 -0.0366
Si 0.0292 -0.0042 0.0189
Si -0.0043 -0.0276 0.0057
Si 0.01 0.0065 0.0579
Si -0.0127 0.0049 -0.0132
Si 0.0088 -0.0847 0.0046
Si 0.0019 -0.011 0.0468
Si -0.0117 -0.0041 -0.0089
Si 0.012 -0.0303 0.0911
Si 0.001 0.0141 -0.0265
Si 0.0455 0.0385 0.0017
O 0.0029 -0.0049 -0.0109
N 0.0023 0.0832 0.0612
N 0.0084 -0.0427 0.0179
O 0.0435 -0.0254 0.0564
O -0.0042 0.0076 0.0337
O -0.0108 -0.0135 0.0122
O 0.0049 -0.0055 -0.0259
O 0.0361 0.0135 -0.0889
O 0.03 0.0022 -0.0715
O 0.0056 0.0068 0.0029
O 0.0025 -0.003 0.002
O -0.0008 -0.0004 -0.0166
O 0.0305 0.0106 0.0597
O -0.0295 -0.0609 0.0353
O 0.0106 -0.0048 0.042
O 0.0143 -0.0067 -0.0141
O 0.0093 -0.0286 0.06
O 0.0009 0.0021 -0.0267
O 0.0119 -0.0035 0.0098
O 0.0007 0.0118 -0.0396
N -0.0082 0.0038 -0.0024
O 0.0032 0.0049 -0.0121
O -0.0087 -0.0058 -0.0257
O 0.0177 -0.0365 0.0294
O 0.0074 0.0012 0.0089
O -0.002 -0.0005 -0.0292
O -0.0077 -0.0027 0.0231
O 0.0027 -0.0003 0.007
O 0.0682 -0.0642 -0.1028
N 0.1582 -0.1869 0.0192
O 0.0012 -0.0091 0.0025
O -0.0006 0.0061 0.0139
O -0.0386 0.0117 -0.1481
O 0.0161 0.0038 0.0269
O -0.025 -0.0013 0.0057
O -0.0116 -0.0072 -0.0186
O -0.0038 -0.0074 0.002
N -0.0109 -0.0169 -0.0343
O -0.0059 -0.0032 0.0094
O 0.009 -0.0078 -0.0359
O 0.0053 0.0045 -0.0125
O 0.0074 -0.0043 0.0256
O 0.0108 -0.0058 -0.0559
O 0.0021 0.0049 -0.0079
O 0.0069 -0.0032 0.0021
O -0.0009 0.0121 -0.0632
O -0.0004 0.0022 -0.0118
O 0.002 -0.0051 0.0036
O 0.007 -0.037 0.0315
O -0.0034 0.0048 0.0161
O 0.0095 0.0028 0.0236
O 0.0075 0.0054 -0.0002
N 0.012 0.0098 0.0244
O 0.0125 0.0047 -0.0385
O -0.004 0.0054 -0.0027
O -0.0126 0.0046 -0.0555
O -0.0046 -0.003 0.0023
O -0.0057 -0.0018 0.0026
O -0.0308 -0.0008 0.0027
O 0.0013 0.0004 -0.017
O 0.0007 -0.0041 -0.0068
O 0.0084 0.0006 0.0248
O 0.0278 -0.0158 0.006
O -0.0057 0.0085 0.0017
O 0.0015 -0.0115 -0.0006
O -0.0188 -0.0206 0.0651
O -0.0179 -0.0072 0.011
O 0.0089 0.0145 0.0089
O -0.0238 0.0254 -0.0181
O -0.0076 0.0215 0.0513
O 0.0114 -0.0027 0.0129
O 0.0042 0.0145 -0.041
O -0.0008 -0.0085 0.0031
O -0.0013 -0.0063 0.0009
O 0.0169 0.0436 -0.0268
O 0.0016 0.0067 -0.0458
O -0.0188 0.0303 0.0234
O -0.0219 0.0182 0.0261
O 0.0052 -0.0041 0.0035
O -0.0352 0.0136 0.0477
O 0.0019 0.0071 0.0102
O -0.0054 0.0117 0.0276
O 0.0035 -0.0057 0.007
O -0.0019 0.003 -0.0092
O 0.0068 -0.0071 0.0038
O -0.0327 0.011 0.0149
O -0.0086 0.0278 -0.0026
O 0.016 -0.0023 0.0441
O -0.0127 -0.0067 0.0192
O -0.0153 0.0123 -0.0178
O -0.0028 0.0033 0.0072
N 0.0051 0.0348 0.0209
N -0.0511 0.023 0.0935
O 0.0285 -0.0273 -0.0087
O -0.007 0.0092 0.0258
O -0.0151 0.0044 -0.0498
O 0.0207 -0.0015 0.0382
O 0.0072 -0.0128 -0.0216
O -0.0074 -0.0005 0.0246
O -0.0011 -0.0065 -0.0265
O 0.0129 0.0188 -0.0649
O 0.0013 -0.0059 0.0051
O 0.0038 -0.0022 0.0076
O 0.003 -0.0115 0.0132
O 0.0007 0.0085 -0.0297
O -0.0061 -0.0004 -0.0004
O 0.0021 0.026 -0.0247
O 0.0098 0.0294 -0.0005

The program warned: the cutoff lies below the one the program advises for these potential files; the exchange-correlation potential is rough where the density is thin.
